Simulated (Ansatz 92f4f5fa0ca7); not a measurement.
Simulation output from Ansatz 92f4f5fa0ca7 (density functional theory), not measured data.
Periodic cell of 237 atoms, Si147O90, from a study of silicon, its oxide and their interface. The atomic structure is a simulated model.
Doubt: the cutoff is far below the 930 eV that the study's wrapper takes by default for these files, so forces and energies are approximate.
This geometry differs little from another in the collection (a relaxation step or a small displacement).

Settings: functional PBE; potential files Ansatz PAW; basis plane waves; wave-function cutoff 580 eV; density cutoff ratio 5; exchange-correlation grid ratio 1; k mesh 1 x 1 x 1, Gamma-centred; self-consistency stop 5e-08 eV per atom in the density residual; occupations fixed; spin none; net charge 0.

Cell vectors (angstrom)
a	11.6015	0	0
b	0	10.938	0
c	0	0	33.0138

Atoms and the computed forces on them: element, x, y, z (angstrom), force x, y, z (eV/angstrom)
Si	-0.0102	0.0994	24.2122	-0.0197	0.0745	0.0429
Si	4.1752	0.0068	24.1552	-0.0358	0.0546	0.0858
Si	7.7086	-0.1112	24.4863	0.0694	0.153	-0.0351
Si	2.0929	1.2371	24.2012	0.0042	-0.0814	-0.0141
Si	5.9732	1.4785	24.5372	-0.0979	-0.1444	-0.024
Si	9.5498	1.3727	24.2878	0.0561	-0.0893	0.0468
Si	0.3189	5.517	24.2614	-0.0892	0.0552	0.01
Si	3.9328	5.5109	24.4567	0.0583	0.0954	0.02
Si	7.9045	5.5866	24.3552	0.0353	0.0684	0.0013
Si	2.1292	7.029	24.3585	0.0168	-0.0804	0.0247
Si	5.9132	6.8303	24.3352	-0.0256	-0.071	0.0279
Si	9.9024	6.87	24.1383	0.0373	-0.0523	0.0644
Si	2.0398	2.6651	26.197	-0.0105	-0.0651	0.0063
Si	5.8933	2.8562	26.3942	0.0006	-0.0625	0.0113
Si	9.7315	2.7531	26.2344	-0.0086	-0.089	-0.0489
Si	0.1063	4.0798	26.1893	0.015	0.0936	-0.0454
Si	3.9191	4.119	26.3572	-0.0243	0.057	-0.0347
Si	7.8517	4.181	26.2917	0.0047	0.0857	0.0085
Si	2.0126	8.3859	26.2483	-0.0211	-0.0508	0.0057
Si	5.8444	8.1731	26.2958	-0.0382	-0.0846	-0.0279
Si	9.8171	8.1572	26.2023	-0.0272	-0.0766	-0.0667
Si	0.0295	9.6806	26.2149	-0.0093	0.0656	-0.0264
Si	3.9992	9.647	26.2012	-0.0062	0.0924	-0.0772
Si	7.8245	9.4353	26.3295	0.0375	0.0302	0.0398
Si	0.0346	0.0295	28.1895	0.032	-0.0542	0.0199
Si	3.933	0.0302	28.1684	0.004	-0.0526	0.0402
Si	7.8054	-0.0111	28.1818	-0.005	-0.031	-0.012
Si	1.9818	1.3609	28.1757	0.0073	0.0703	-0.0007
Si	5.8753	1.3635	28.2127	0.0102	0.0239	0.0035
Si	9.7175	1.3857	28.1739	-0.0248	0.0302	0.0165
Si	0.0713	5.4494	28.1513	0.0135	-0.0413	0.005
Si	3.8715	5.5116	28.2312	-0.0085	-0.0297	0.032
Si	7.8009	5.5153	28.2169	0.014	-0.0667	0.0049
Si	1.9587	6.8934	28.1396	-0.0048	0.0316	0.005
Si	5.8298	6.8111	28.2079	0.0075	0.0538	0.0317
Si	9.7569	6.8279	28.1673	-0.0133	0.049	0.0388
Si	1.9336	2.7345	30.1146	0.0373	0.0463	-0.0186
Si	5.8008	2.7345	30.1146	0.1127	0.0328	0.1566
Si	9.6679	2.7345	30.1146	-0.0062	0.0177	-0.0336
Si	0	4.1018	30.1146	0.1094	0.0053	-0.103
Si	3.8672	4.1018	30.1146	-0.0843	-0.0044	0.1713
Si	7.7343	4.1018	30.1146	0.0833	0.0257	0.0714
Si	1.9336	8.2035	30.1146	-0.0494	0.0569	-0.0974
Si	5.8008	8.2035	30.1146	0.0176	0.0402	0.0314
Si	9.6679	8.2035	30.1146	0.1497	0.0287	-0.1282
Si	0	9.5708	30.1146	0.0181	0.048	-0.0052
Si	3.8672	9.5708	30.1146	0.0636	0.0236	-0.1781
Si	7.7343	9.5708	30.1146	0.0727	0.0203	0.0263
Si	0	0	32.0482	0.0063	0.0454	-0.035
Si	3.8672	0	32.0482	-0.0103	0.1064	0.0137
Si	7.7343	0	32.0482	0.001	-0.0489	-0.0602
Si	1.9336	1.3673	32.0482	-0.0085	-0.1704	0.0546
Si	5.8008	1.3673	32.0482	-0.0144	0.0291	0.0312
Si	9.6679	1.3673	32.0482	0.0212	0.042	-0.0439
Si	0	5.469	32.0482	-0.0059	0.062	-0.0126
Si	3.8672	5.469	32.0482	0.0105	0.0422	0.0635
Si	7.7343	5.469	32.0482	0.0043	0.0468	0.0266
Si	1.9336	6.8362	32.0482	0.0094	-0.0149	-0.0419
Si	5.8008	6.8362	32.0482	0.0021	-0.015	0.0162
Si	9.6679	6.8362	32.0482	-0.0058	-0.1013	-0.0024
Si	1.9336	2.7345	0.9679	-0.0257	-0.0897	0.4235
Si	5.8008	2.7345	0.9679	-0.0315	0.0209	-0.1747
Si	9.6679	2.7345	0.9679	-0.0489	0.0027	-0.402
Si	0	4.1018	0.9679	0.0417	-0.0845	0.0092
Si	3.8672	4.1018	0.9679	-0.0968	-0.1419	0.1254
Si	7.7343	4.1018	0.9679	-0.063	-0.0068	0.1936
Si	1.9336	8.2035	0.9679	0.0332	0.0497	-0.2663
Si	5.8008	8.2035	0.9679	-0.1698	-0.0611	0.096
Si	9.6679	8.2035	0.9679	-0.0024	-0.0721	0.3371
Si	0	9.5708	0.9679	0.001	0.012	0.0233
Si	3.8672	9.5708	0.9679	-0.0623	0.0903	0.1804
Si	7.7343	9.5708	0.9679	-0.0635	-0.0378	-0.2915
Si	-0.0399	-0.0019	2.9068	-0.0199	-0.07	0.0024
Si	3.8262	0.0216	2.9331	-0.0207	-0.0786	-0.053
Si	7.6748	0.001	2.8547	-0.0187	-0.047	0.0203
Si	1.8791	1.3832	3.0101	0.0178	0.0909	-0.0193
Si	5.7487	1.3771	2.8827	0.0186	0.0585	0.0231
Si	9.6191	1.3341	2.8294	0.0116	0.0433	0.0056
Si	-0.0037	5.4639	2.8988	-0.0379	-0.0424	-0.0417
Si	3.7894	5.4023	2.9472	0.0075	-0.0216	-0.0074
Si	7.6622	5.4883	2.9138	-0.0148	-0.0725	-0.0281
Si	1.9148	6.8154	2.8497	-0.0103	0.0456	-0.0085
Si	5.6996	6.7873	2.8842	0.0268	0.041	-0.0203
Si	9.6405	6.785	2.9282	0.0031	0.0723	-0.0538
Si	1.8212	2.6379	5.1053	-0.0656	-0.0836	0.0653
Si	5.692	2.759	4.8	0.0337	-0.0784	-0.0128
Si	9.5764	2.892	4.5765	-0.0645	-0.0528	-0.0147
Si	-0.0678	4.1206	4.8388	0.1077	0.0544	0.0509
Si	3.7224	4.057	4.9465	0.0023	0.0839	0.0505
Si	7.6276	4.1706	4.8762	-0.0203	0.0835	0.034
Si	1.9148	8.2609	4.693	-0.007	-0.0725	0.033
Si	5.7045	8.0893	4.8376	-0.0417	-0.0541	0.0104
Si	9.6115	8.1048	4.896	0.0294	-0.1219	0.0798
Si	-0.0874	9.5194	4.8069	-0.0169	0.1027	-0.012
Si	3.8458	9.5837	4.8712	0.0823	0.0918	0.0588
Si	7.6536	9.3622	4.6137	0.0612	0.0652	-0.0516
Si	-0.3058	-0.0017	6.6955	0.073	0.1014	-0.0383
Si	3.8379	-0.1172	6.9595	-0.0484	0.0797	-0.0217
Si	7.6678	-0.0914	6.3335	-0.0555	0.1538	0.0069
Si	1.7432	1.0523	7.1571	0.013	-0.0423	-0.1329
Si	5.7753	1.2697	6.6246	-0.0715	-0.0979	-0.0067
Si	9.4586	1.4341	6.3112	0.0823	-0.1566	0.0397
Si	-0.1068	5.5741	6.7306	-0.104	0.0731	-0.0397
Si	3.7357	5.423	6.9302	-0.0704	0.0954	-0.073
Si	7.6655	5.4264	6.9768	0.0248	0.1004	-0.0644
Si	1.7866	6.9305	6.592	0.0797	-0.0963	-0.0048
Si	5.6896	6.7339	6.8319	0.0114	-0.1086	-0.0213
Si	9.5098	6.9621	7.0757	0.0167	-0.1323	-0.1359
O	5.6475	7.7018	8.1887	-0.0414	0.0432	0.0187
O	7.6678	4.4181	8.3308	0.0019	-0.1001	0.0474
O	10.7076	10.1905	8.0686	-0.088	-0.0156	0.0044
O	9.0864	2.2982	7.6981	-0.0479	-0.0043	-0.0294
O	7.9215	10.08	7.7976	0.0483	-0.0039	-0.0117
O	9.3786	7.9948	8.4209	-0.0219	0.147	0.1202
O	1.4686	8.1261	7.7579	-0.0068	-0.0117	0.0275
O	6.2618	2.241	7.8932	0.0646	0.0071	-0.0243
O	0.312	4.5842	8.0231	0.0363	0.0078	0.0028
O	4.0184	9.8202	8.2893	0.0389	-0.0839	0.0572
O	3.8733	4.4677	8.3144	0.0214	-0.0689	0.063
O	1.4609	1.4394	8.7685	0.0149	0.0146	0.1813
O	2.2771	7.8513	22.895	-0.0018	0.0428	-0.0805
O	6.3217	2.4178	23.1982	0.0561	0.0338	0.0142
O	-0.0836	10.0426	22.8884	-0.0102	-0.0653	-0.0493
O	2.1305	2.2099	22.8598	-0.0024	0.0779	0.0044
O	3.5966	4.452	23.2082	-0.0473	-0.0364	0.0044
O	4.7387	10.1092	22.7908	0.0481	-0.0494	-0.0468
O	9.0552	2.3218	22.9891	-0.06	0.0428	-0.0147
O	5.9094	7.7366	22.9404	0.0063	0.0585	-0.0254
O	9.8757	7.9169	22.8244	0.0067	0.0668	-0.0588
O	7.8048	4.6657	22.9845	-0.0194	-0.0612	0.0055
O	7.4132	9.9903	23.052	-0.0429	-0.0298	0.0009
O	0.8547	4.5525	22.9813	0.0566	-0.0224	-0.0011
Si	1.6466	7.81	9.3548	-0.0121	-0.0038	-0.0289
Si	0.8876	1.4448	15.4589	0.0014	-0.0196	0.0406
Si	3.1147	5.3226	17.092	-0.0251	-0.0008	0.0159
Si	2.259	3.7953	22.5285	-0.005	-0.0367	0.0143
Si	6.4034	-4.1134	13.6594	-0.033	0.0077	0.0039
Si	0.5508	5.0127	9.5834	0.0158	-0.0233	-0.0083
Si	13.5156	7.9041	21.2978	-0.0342	-0.0172	0.0256
Si	-0.5685	2.9888	11.3969	0.0078	-0.019	0.025
Si	-1.421	4.8236	16.6019	0.0052	-0.0206	0.0185
Si	7.5878	2.9883	16.7821	0.0045	-0.0174	0.0269
Si	1.8803	9.7009	11.694	0.0205	0.0131	0.0297
Si	-0.848	8.9747	21.9175	0.0067	-0.0196	0.0458
Si	-0.4806	14.7299	19.1106	-0.0002	-0.0025	0.0048
Si	7.0965	8.9164	19.2929	0.0106	0.028	-0.0131
Si	0.4146	11.8627	18.5579	-0.0202	-0.0217	-0.0073
Si	-0.1266	3.95	14.2236	-0.0084	-0.0086	-0.0384
Si	-3.1585	7.0369	17.5691	-0.0024	0.0142	0.019
Si	4.8875	9.2094	12.0135	-0.0223	0.0224	0.0247
Si	4.8557	-1.2744	17.327	-0.001	-0.0011	0.0063
Si	6.1051	9.2562	22.373	-0.0212	-0.0041	0.0312
Si	11.8031	-1.462	14.384	0.0284	0.0153	-0.01
Si	2.7458	3.5462	14.507	0.0091	0.008	0.0089
Si	2.0053	1.6046	10.3196	-0.0133	0.0069	-0.0425
Si	8.673	0.9676	10.7482	0.0057	0.0025	0.0665
Si	3.5094	4.0476	9.8591	-0.0057	0.0158	-0.0134
Si	6.2672	12.0408	12.6261	0.0256	-0.0148	0.0204
Si	6.9125	11.2475	15.4527	-0.0222	0.0039	-0.0037
Si	2.2903	8.2598	16.5443	-0.0018	0.0175	0.0247
Si	7.7091	2.7746	8.449	-0.0142	0.0718	0.003
Si	5.1993	4.1239	12.4071	0.0003	-0.0179	0.0072
Si	6.0005	5.4464	16.4324	-0.003	0.0073	-0.0032
Si	4.5452	8.4818	9.091	-0.0034	0.0346	-0.0429
Si	7.6596	3.1053	22.5643	0.0123	0.0205	0.0094
Si	-2.1911	10.7783	19.6132	0.0026	0.0068	-0.0548
Si	1.921	-5.8654	19.9711	0.0047	0.0319	-0.0048
Si	9.2636	9.6514	8.6277	0.0272	-0.0616	0.013
Si	8.3553	2.7609	19.7286	0.0157	-0.0171	-0.0218
Si	2.5204	9.8415	19.1073	-0.0147	0.0033	-0.0183
Si	8.6738	8.6414	14.8767	-0.0106	0.0076	0.0219
O	6.4097	9.0893	20.7701	0.0087	0.0003	-0.0173
O	7.862	10.0685	14.8283	0.0114	-0.0156	0.0032
O	10.9406	4.277	10.3861	-0.0166	-0.0146	-0.0187
O	-2.6785	14.7591	16.3914	-0.0027	0.0049	-0.017
O	-0.8236	16.0808	15.1053	0.0008	0.005	-0.013
O	3.0334	4.1454	15.9863	-0.0019	-0.0059	-0.0091
O	3.9169	10.4035	18.4556	0.0065	-0.0064	0.0027
O	5.7843	-4.5597	15.1073	0.0015	-0.0042	-0.0004
O	-0.297	15.0263	17.5165	-0.0121	0.0121	-0.0211
O	3.2714	9.037	12.2374	0.0072	-0.0031	-0.0198
O	6.2076	1.1161	14.2405	-0.003	-0.0005	0.0022
O	7.7632	0.7147	12.0768	-0.0203	0.0062	-0.024
O	1.2762	9.0291	10.3364	0	0.0097	-0.0089
O	11.8954	4.9442	19.9473	0.0023	0.001	0.0106
O	9.0208	10.4249	10.0766	-0.004	0.007	-0.0294
O	-8.3332	7.4942	9.4838	0.0044	0.0066	-0.0205
O	2.3174	1.9556	14.7751	-0.0098	0.0011	-0.0063
O	2.7663	9.0684	20.527	0.0081	0.0117	0.0046
O	7.4043	3.1494	20.9688	-0.0064	0.0015	-0.0188
O	2.2729	0.2635	11.1929	-0.0051	-0.0155	-0.0204
O	-0.2006	2.6111	15.1541	0.0006	-0.0019	-0.0069
O	3.4155	2.4266	10.1351	0.0084	-0.0084	-0.025
O	4.5686	4.613	10.9649	0.0235	-0.0008	0.0043
O	9.5609	14.7869	19.5585	-0.0018	-0.0045	0.0136
O	5.2828	10.7851	12.2208	0.0038	0.0102	-0.0178
O	6.3161	3.8437	16.166	-0.0034	0.0028	-0.0071
O	6.2218	5.3902	12.8081	0.0128	0.0144	-0.0041
O	-1.7771	6.1848	17.4345	-0.0077	0.0047	-0.0025
O	4.0174	3.8449	13.5296	-0.0176	-0.0003	0.0048
O	10.0703	1.7157	11.117	0.0061	0.0165	-0.0279
O	-0.926	3.6296	12.8508	0.0156	0.0205	0.0304
O	2.3053	6.6359	16.5714	0.0086	-0.0002	-0.0006
O	2.4936	3.8949	20.9296	0.0021	0.0177	-0.0292
O	5.584	8.081	12.9848	0.0215	-0.0282	0.0012
O	1.7992	8.8495	18.0003	0.0114	-0.0152	-0.0168
O	-1.3423	8.8821	14.4535	-0.0041	-0.0041	-0.0163
O	4.683	5.6448	17.3528	0.0101	-0.001	0.0047
O	1.4338	4.3063	13.8694	-0.0126	-0.0026	-0.0031
O	2.5081	4.8025	18.4937	0.0125	0.009	-0.0089
O	-3.0387	8.2109	16.4479	0.0067	-0.0008	-0.0116
O	-1.7747	9.7901	20.8524	-0.0234	0.0222	0
O	0.3065	8.1538	21.1044	0.0307	-0.0152	0.0228
O	-4.3543	5.9986	17.2804	-0.0056	-0.0086	0.0004
O	1.5398	11.0872	19.4332	0.0035	0.0003	0.0206
O	5.7251	-0.2544	16.4198	0.0048	0.0027	-0.0058
O	5.9021	2.6488	12.1807	-0.0043	0.0067	-0.0175
O	13.9403	6.5203	20.5625	-0.0021	-0.0501	0.0155
O	-0.9626	10.9504	18.5311	0.0074	0.0136	0.0134
O	0.9396	2.3925	11.2708	-0.009	0.0079	-0.0011
O	0.5719	6.6363	9.7449	0.0207	0.0088	-0.0197
O	7.7608	12.405	16.2226	0.004	0.009	0.0018
O	8.0373	10.2099	18.9367	-0.0156	-0.0112	0.0165
O	1.2413	8.6637	15.3602	-0.0062	-0.006	-0.0065
O	-3.7836	13.0293	9.9151	0.0121	-0.0282	0.0042
O	5.913	-2.1988	18.1724	-0.015	-0.0035	-0.0028
O	5.297	8.8818	10.4675	0.0104	-0.0042	0.0013
O	7.9266	7.4701	13.9407	0.0136	0.0007	-0.0143
O	1.0129	1.1803	17.0628	0.0023	0.009	-0.0307
O	11.753	2.3138	19.3609	-0.0047	-0.0024	0.0081
O	3.8368	8.8182	16.3411	-0.0063	-0.0048	-0.0037
O	0.2638	11.0397	14.8096	0.0019	-0.0002	-0.0106
O	7.428	2.807	18.3983	-0.0025	0.0082	-0.0182
O	-3.4747	-3.2943	19.0639	0.0074	-0.0189	-0.0081
O	2.0144	4.6112	10.1513	-0.0128	0.0106	-0.0167
O	0.7442	9.466	12.8369	-0.0285	-0.0027	0.0131
O	9.0232	1.3289	20.118	-0.0064	0.0079	0.0277

Results
free energy: -144630.385 eV
free energy less fixed offsets of O -568.88, Si -635.61 eV per atom: 3.485 eV

The program warned: the cutoff lies below the one the program advises for these potential files; the forces do not sum to zero within the program's tolerance; the exchange-correlation potential is rough where the density is thin.
